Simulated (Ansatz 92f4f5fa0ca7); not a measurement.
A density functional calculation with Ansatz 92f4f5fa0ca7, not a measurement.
Periodic cell of 212 atoms, Si132O80, from a study of silicon, its oxide and their interface. The atomic structure is a simulated model.
Doubt: the cutoff is far below the 930 eV that the study's wrapper takes by default for these files, so forces and energies are approximate.
This geometry differs little from another in the collection (a relaxation step or a small displacement).

Settings
functional: PBE
potential files: Ansatz PAW
basis: plane waves
wave-function cutoff: 580 eV
density cutoff ratio: 5
exchange-correlation grid ratio: 1
k mesh: 1 x 1 x 1, Gamma-centred
self-consistency stop: 5e-08 eV per atom in the density residual
occupations: fixed
spin: none
net charge: 0

Cell vectors (angstrom)
a, 10.938, 0, 0
b, 0, 10.938, 0
c, 0, 0, 31.3208

Atoms: element, x, y, z (angstrom)
Si, -0.7562, 0.4791, 23.8328
Si, 5.8677, -0.4629, 24.081
Si, 2.1889, 3.4681, 23.7591
Si, 8.6302, 2.3636, 24.0252
Si, 0.4485, 5.2382, 23.8877
Si, 4.9339, 6.0924, 23.9148
Si, 3.0583, 7.6965, 23.8942
Si, 7.6761, 8.8082, 24.0582
Si, 1.2639, 1.4652, 24.854
Si, 6.8162, 1.3903, 25.2137
Si, 4.022, 4.2113, 25.0991
Si, 9.6258, 4.1699, 25.1429
Si, 1.3915, 6.8378, 25.3106
Si, 6.7551, 6.9273, 25.1612
Si, 4.0186, 9.5227, 25.1436
Si, 9.482, 9.6825, 25.2834
Si, 2.6507, 0.0704, 26.3973
Si, 8.1435, 0.0681, 26.642
Si, 0.0201, 2.7462, 26.4983
Si, 5.4059, 2.7948, 26.4768
Si, 2.7416, 5.4716, 26.6213
Si, 8.1765, 5.5062, 26.4768
Si, -0.0335, 8.2509, 26.5349
Si, 5.4113, 8.2385, 26.5851
Si, 4.1018, 1.3673, 27.9025
Si, 9.5708, 1.3673, 27.9025
Si, 1.3673, 4.1018, 27.9025
Si, 6.8362, 4.1018, 27.9025
Si, 4.1018, 6.8362, 27.9025
Si, 9.5708, 6.8362, 27.9025
Si, 1.3673, 9.5708, 27.9025
Si, 6.8362, 9.5708, 27.9025
Si, 0, 0, 29.2698
Si, 5.469, 0, 29.2698
Si, 2.7345, 2.7345, 29.2698
Si, 8.2035, 2.7345, 29.2698
Si, 0, 5.469, 29.2698
Si, 5.469, 5.469, 29.2698
Si, 2.7345, 8.2035, 29.2698
Si, 8.2035, 8.2035, 29.2698
Si, 1.3673, 1.3673, 30.637
Si, 6.8362, 1.3673, 30.637
Si, 4.1018, 4.1018, 30.637
Si, 9.5708, 4.1018, 30.637
Si, 1.3673, 6.8362, 30.637
Si, 6.8362, 6.8362, 30.637
Si, 4.1018, 9.5708, 30.637
Si, 9.5708, 9.5708, 30.637
Si, 2.7345, 0, 0.6835
Si, 8.2035, 0, 0.6835
Si, 0, 2.7345, 0.6835
Si, 5.469, 2.7345, 0.6835
Si, 2.7345, 5.469, 0.6835
Si, 8.2035, 5.469, 0.6835
Si, 0, 8.2035, 0.6835
Si, 5.469, 8.2035, 0.6835
Si, 4.1018, 1.3673, 2.0507
Si, 9.5708, 1.3673, 2.0507
Si, 1.3673, 4.1018, 2.0507
Si, 6.8362, 4.1018, 2.0507
Si, 4.1018, 6.8362, 2.0507
Si, 9.5708, 6.8362, 2.0507
Si, 1.3673, 9.5708, 2.0507
Si, 6.8362, 9.5708, 2.0507
Si, 0, 0, 3.418
Si, 5.469, 0, 3.418
Si, 2.7345, 2.7345, 3.418
Si, 8.2035, 2.7345, 3.418
Si, 0, 5.469, 3.418
Si, 5.469, 5.469, 3.418
Si, 2.7345, 8.2035, 3.418
Si, 8.2035, 8.2035, 3.418
Si, 1.4174, 1.3372, 4.7977
Si, 6.8993, 1.3115, 4.7551
Si, 4.0491, 4.1559, 4.6938
Si, 9.6595, 4.0408, 4.8816
Si, 1.4033, 6.7846, 4.9191
Si, 6.8578, 6.7821, 4.7214
Si, 4.1275, 9.5096, 4.8589
Si, 9.6443, 9.4925, 4.7135
Si, 2.7456, -0.0492, 6.2243
Si, 8.3189, -0.0828, 6.0497
Si, 0.1682, 2.6692, 6.3336
Si, 5.4388, 2.7418, 5.8726
Si, 2.8353, 5.3796, 6.3363
Si, 8.1863, 5.425, 6.123
Si, -0.0398, 8.1677, 6.2451
Si, 5.5185, 8.0558, 6.1792
Si, 3.8595, 1.7584, 7.2779
Si, 10.1041, 0.7708, 7.3522
Si, 2.1141, 3.462, 7.6089
Si, 6.3867, 4.3738, 7.2457
Si, 4.7793, 6.1837, 7.5118
Si, 8.9808, 7.2506, 7.3824
Si, 0.9261, 9.9663, 7.4704
Si, 7.3005, 9.1187, 7.2627
O, 1.3224, 9.5186, 9.0397
O, 2.0782, 3.6846, 9.2876
O, 9.4892, 1.0459, 8.8699
O, 6.7103, 9.8247, 8.6581
O, 4.7717, 1.4943, 8.6682
O, 4.7462, 6.3297, 9.1762
O, 6.6121, 3.579, 8.709
O, 9.1625, 6.5738, 8.9051
O, 2.7234, 3.4654, 22.1716
O, 5.3251, 10.8313, 22.5469
O, 8.273, 3.0063, 22.5454
O, 0.2298, 6.0831, 22.4269
O, 8.2116, 8.6655, 22.4753
O, 2.3415, 7.8069, 22.3643
O, 5.4586, 5.9376, 22.3527
O, 9.9204, 10.7913, 22.2753
Si, 4.9171, -0.737, 18.5674
Si, -0.8403, 4.042, 16.9738
Si, 1.4659, 2.9128, 18.3159
Si, 2.9238, 4.2522, 20.7472
Si, -0.3665, 8.5872, 19.2571
Si, 4.2672, 6.5401, 10.727
Si, 8.7766, 9.8689, 21.5093
Si, 7.5981, 1.9679, 11.8621
Si, 8.9276, -3.969, 17.0296
Si, 3.9551, 8.2847, 14.3466
Si, -2.7115, 4.8951, 12.7603
Si, 7.0085, 9.5145, 10.2276
Si, -5.1194, 1.6144, 16.872
Si, 2.2248, 6.2789, 15.6182
Si, 19.6378, -3.9294, 10.4068
Si, 8.3524, 1.9825, 18.4791
Si, 6.1164, 7.4799, 18.423
Si, 1.3224, 6.8704, 21.4508
Si, 5.6434, 2.5613, 9.5632
Si, 9.5494, 0.5213, 10.4048
Si, -0.1514, 0.3654, 17.85
Si, 13.9512, 14.7581, 10.6432
Si, 0.1811, 5.4123, 13.7632
Si, 10.8098, 8.1161, 12.289
Si, 17.2636, 6.9081, 13.2121
Si, 8.5848, 8.6488, 14.272
Si, 6.0007, 0.4475, 21.1794
Si, 7.4924, 3.0078, 21.1303
Si, 5.7319, 5.4569, 20.826
Si, 7.7741, 0.6818, 14.5003
Si, 12.3404, -0.8992, 10.5956
Si, 1.942, 2.8424, 13.3406
Si, 4.077, 9.4615, 11.4646
Si, -0.2206, 1.6925, 15.079
Si, 3.5717, -2.74, 17.1851
Si, 3.4216, 3.3573, 15.9375
O, 9.1456, 1.7412, 11.3938
O, 7.1284, 0.9286, 13.025
O, 2.4772, 2.7626, 11.7917
O, 9.1832, 0.6044, 18.1638
O, 9.4195, 5.4681, 16.6872
O, 2.1797, 5.6995, 20.7138
O, 11.2886, 6.6516, 12.7477
O, -3.4912, 6.9252, 17.6958
O, -4.1819, 1.8738, 18.1866
O, 3.6393, 8.0419, 10.7776
O, 4.4789, 4.5289, 20.3588
O, 11.6166, 5.8904, 15.2605
O, -6.0108, 0.3227, 17.3207
O, -0.9723, 7.604, 18.1117
O, 9.5927, 4.8556, 13.6457
O, 3.9465, -1.6051, 13.102
O, 17.1081, 9.1236, 18.5526
O, 7.0717, 5.5588, 13.7011
O, 1.1632, 8.9446, 11.7838
O, 8.3755, -0.6166, 10.6705
O, 16.5761, 9.828, 11.0858
O, 3.8448, -1.9006, 15.7888
O, 10.0111, 8.8846, 13.4965
O, -2.3935, 2.4329, 20.0267
O, 0.303, -1.0946, 18.4238
O, 7.3438, -3.0265, 10.3022
O, 5.95, -4.1701, 19.8841
O, 3.175, 4.9772, 15.9117
O, 2.9524, 10.5409, 10.9073
O, 2.2482, 7.2601, 16.9463
O, 14.0642, 16.3457, 11.0962
O, 0.1172, 0.5591, 16.2312
O, 0.6529, 7.7926, 20.2724
O, 3.5287, -1.6215, 18.383
O, 4.9068, 2.9101, 16.4583
O, 7.076, 4.5351, 20.7516
O, 4.5753, 3.459, 10.3818
O, 8.856, -3.1932, 15.5955
O, -6.1421, 7.1512, 17.5121
O, 7.9494, -0.8993, 14.802
O, 7.5113, -0.1549, 21.0236
O, 4.9714, 0.0401, 19.9873
O, -4.1622, 1.2934, 15.6081
O, 8.4667, 5.6993, 11.349
O, 0.3831, 4.1266, 18.0615
O, 10.7102, 3.2226, 15.6852
O, 9.8829, 7.9519, 10.9735
O, 7.5587, 8.0123, 13.1455
O, 2.3623, 3.2684, 19.5979
O, -1.7075, 1.4015, 14.5043
O, 16.2866, 7.445, 14.3737
O, 2.772, 7.1462, 14.3271
O, 0.698, 12.4505, 18.6389
O, 6.1487, 2.0743, 21.2344
O, 7.5755, 3.4668, 12.434
O, 0.8722, 1.6909, 13.8461
O, 3.1879, 2.8043, 14.4095
O, 9.3779, 9.1791, 20.1828
O, 5.4853, 6.5601, 11.8429
O, 1.2229, 4.2853, 13.3102
O, 11.1009, 0.1586, 10.7697
O, 8.8671, 3.1465, 17.5009
O, 2.3702, 2.6797, 16.9822
O, 6.5808, 1.7524, 10.6082

Results
free energy: -129410.406 eV
free energy less fixed offsets of O -568.88, Si -635.61 eV per atom: 0.514 eV

Forces (eV/angstrom), in the order of the atoms: element, x, y, z
Si, -0.0073, 0.02, 0.0238
Si, 0.0204, 0.0112, 0.0155
Si, -0.0194, 0.0013, 0.0239
Si, -0.013, -0.0184, 0.0101
Si, 0.0197, -0.0113, 0.0136
Si, -0.0097, 0.012, 0.0118
Si, 0.008, -0.0235, 0.017
Si, -0.0423, -0.0339, 0.0228
Si, 0.0044, 0.0055, -0.0084
Si, 0.0052, -0.0065, -0.0445
Si, -0.0096, 0.0047, -0.0273
Si, 0.0085, -0.0115, -0.0013
Si, 0.0007, -0.005, -0.024
Si, 0.016, 0.0235, -0.0195
Si, 0.014, -0.007, -0.0096
Si, 0.0098, 0.0174, -0.0211
Si, -0.0046, 0.0033, 0.0033
Si, 0.0034, 0.0009, 0.0516
Si, -0.0124, 0.0013, 0.0079
Si, 0.005, 0.0008, 0.0137
Si, 0.01, 0.0147, 0.0368
Si, -0.002, -0.0018, 0.0018
Si, -0.0002, -0.0079, 0.006
Si, -0.0083, -0.0072, 0.0203
Si, -0.3327, 0.09, -0.7018
Si, 0.2504, 0.422, 0.2878
Si, 0.0441, -0.3297, 0.295
Si, -0.1131, 0.1204, -0.4705
Si, 0.1009, 0.0183, 0.6732
Si, -0.1954, 0.0657, -0.2715
Si, -0.0042, 0.449, -0.427
Si, -0.3423, 0.0632, 0.5342
Si, 0.0521, 0.0326, 0.0225
Si, 0.0363, -0.1568, 0.0064
Si, -0.0594, -0.0294, 0.0446
Si, 0.1517, 0.034, -0.0098
Si, -0.0252, -0.0917, -0.0239
Si, 0.0317, 0.0762, 0.0445
Si, 0.1363, -0.0206, 0.0012
Si, -0.0381, -0.0423, 0.0187
Si, 0.0141, 0.004, 0.0175
Si, -0.063, 0.0459, -0.0401
Si, 0.0261, -0.0143, -0.0076
Si, -0.113, 0.0275, -0.0111
Si, -0.0359, 0.0466, -0.0414
Si, -0.009, -0.0244, 0.0128
Si, -0.0315, 0.0979, -0.01
Si, -0.0373, 0.0263, -0.0153
Si, 0.0447, -0.0874, 0.0171
Si, 0.0048, -0.0241, 0.0162
Si, 0.0023, 0.0198, -0.0211
Si, 0.0849, -0.0578, 0.0346
Si, 0.0188, 0.0122, 0.0107
Si, 0.0902, -0.03, 0.0221
Si, 0.0257, -0.0556, 0.0258
Si, -0.0216, 0.0149, -0.0168
Si, -0.0419, 0.0528, 0.0227
Si, 0.0089, 0.0655, -0.0184
Si, -0.0649, -0.1039, -0.0472
Si, -0.0714, 0.0733, 0.0141
Si, 0.0837, -0.0054, -0.0536
Si, -0.1413, 0.0427, 0.0027
Si, -0.0097, 0.1186, 0.0028
Si, -0.058, -0.0401, -0.0248
Si, 0.3178, 0.0119, -0.2009
Si, -0.0324, -0.3992, 0.2887
Si, -0.2679, -0.0506, -0.396
Si, 0.5035, 0.0205, 0.2999
Si, 0.2534, -0.1212, 0.7146
Si, -0.1365, 0.1212, -0.7432
Si, -0.0665, -0.2485, 0.6703
Si, 0.0608, -0.2376, -0.4548
Si, 0.0076, 0.0094, -0.0213
Si, -0.0119, 0.0113, -0.0118
Si, 0.0249, -0.0033, -0.0298
Si, 0.0033, -0.0106, -0.009
Si, -0.0021, -0.001, -0.0059
Si, -0.0101, -0.0113, -0.0283
Si, 0.0112, -0.0017, -0.0087
Si, -0.0082, -0.0024, -0.0447
Si, -0.0167, 0.0001, 0.0055
Si, 0.0083, -0.0003, 0.0297
Si, 0.0056, -0.0008, 0.0191
Si, -0.0078, -0.0031, 0.0019
Si, 0.0085, -0.0033, 0.0232
Si, 0.0024, 0.0175, 0.0054
Si, 0.0021, -0.0005, 0.0194
Si, -0.0028, -0.0011, 0.0191
Si, 0.0035, 0.0443, -0.016
Si, 0.015, -0.0089, -0.0205
Si, -0.0055, -0.0259, -0.0299
Si, -0.0407, -0.0014, -0.0105
Si, 0.0217, 0.0097, -0.0295
Si, -0.0018, 0.0125, 0.0017
Si, -0.021, 0.0137, -0.01
Si, 0.0063, -0.0119, -0.0168
O, 0.0011, 0.0044, 0.0263
O, 0.0098, 0.0054, 0.0306
O, -0.002, -0.0157, 0.0392
O, -0.0029, 0.0034, 0.0155
O, 0.0084, 0.0012, 0.028
O, -0.0088, 0.0035, 0.0408
O, 0.0076, -0.0079, 0.0162
O, -0.0051, -0.0045, 0.0104
O, 0.0105, 0.0092, -0.0308
O, 0.0071, 0.0073, -0.0251
O, -0.0083, -0.006, -0.0432
O, 0.0003, 0.01, -0.0205
O, 0.0141, 0.0121, -0.0205
O, -0.0097, 0.0016, -0.0166
O, 0.0014, -0.0083, -0.0402
O, -0.0022, -0.0128, -0.0152
Si, 0.0016, 0.0049, -0.0014
Si, -0.0013, -0.0017, -0.0041
Si, 0.0025, 0.0009, -0.0005
Si, 0.0001, 0.0022, 0.0136
Si, -0.0036, -0.0034, 0.0043
Si, 0.0005, -0.0096, -0.0217
Si, -0.0047, 0.0008, 0.013
Si, 0.0102, -0.0061, -0.0046
Si, 0.0021, 0.0029, 0.0008
Si, 0.0049, -0.0072, 0.0004
Si, -0.0012, 0.0043, 0.0046
Si, 0.0033, -0.0032, -0.0102
Si, 0.0016, -0.0017, -0.0023
Si, -0.0018, -0.0031, 0.0004
Si, 0.0003, 0.0053, -0.0139
Si, -0.0047, 0.0005, -0.0049
Si, 0.0004, -0.0006, -0.0061
Si, 0.0021, -0.0052, 0.0139
Si, -0.0149, 0.0048, -0.0166
Si, 0.0051, 0.0115, -0.0237
Si, 0, -0.0038, -0.005
Si, -0.0017, 0.0094, -0.0129
Si, 0.0086, -0.0098, 0.0058
Si, 0.0002, 0.0084, -0.0026
Si, -0.0098, 0.0007, 0.0034
Si, 0.0036, 0.0009, 0.0036
Si, -0.0014, -0.0035, 0.0257
Si, 0.0104, 0.0131, 0.0379
Si, 0.0007, -0.0097, 0.0252
Si, 0.0001, -0.0017, 0.0071
Si, -0.0133, -0.001, -0.0181
Si, -0.005, 0.0066, 0.0042
Si, 0.0015, -0.0037, -0.001
Si, 0.0005, 0.0002, 0.0015
Si, 0.0009, 0.003, -0.0045
Si, -0.0044, 0.0013, -0.0055
O, -0.0178, 0, -0.0047
O, 0.0042, 0.0045, -0.0041
O, -0.0029, -0.0021, 0.0064
O, 0.0038, -0.0013, 0.0008
O, 0.0001, -0.0013, 0.0024
O, 0.0061, -0.0077, -0.0045
O, 0.0012, -0.0087, 0.0022
O, 0.0044, -0.0018, -0.0009
O, -0.0026, -0.0011, -0.0036
O, 0.0044, 0.0078, 0.0032
O, 0.0039, 0.0068, 0.0078
O, -0.0021, -0.0028, -0.0088
O, 0.0027, 0.001, -0.0014
O, -0.0081, -0.0048, -0.004
O, 0.0109, 0.0032, -0.002
O, -0.0022, -0.0076, 0.0081
O, -0.0031, -0.0046, 0.0022
O, -0.0021, 0.0037, -0.0052
O, -0.0045, -0.0032, 0.0005
O, 0.0008, 0.0041, -0.0008
O, -0.011, -0.0007, -0.0006
O, -0.0033, -0.004, 0.0023
O, -0.0054, -0.0008, 0
O, -0.0041, 0.0026, 0.0035
O, -0.0005, 0.0048, -0.001
O, 0.0007, 0.0004, 0.0048
O, 0.0002, -0.0036, -0.0021
O, -0.0004, -0.003, -0.0006
O, 0.0074, -0.0023, -0.0012
O, 0.0015, 0.0032, 0.0031
O, 0.0012, -0.0012, -0.0052
O, -0.0018, 0, 0.0002
O, -0.0045, 0.0053, -0.0086
O, -0.0017, -0.0039, -0.0019
O, 0.0025, -0.0036, -0.0011
O, -0.0077, -0.0002, 0.0018
O, -0.0059, 0.0026, 0.0022
O, -0.0022, -0.0006, -0.0001
O, -0.0001, 0.0033, 0.0021
O, 0.0007, 0.0069, -0.0029
O, -0.0054, 0.0048, -0.0059
O, -0.0005, -0.0021, -0.0056
O, 0.002, -0.0021, -0.0034
O, -0.0037, -0.0048, 0.0052
O, -0.0045, -0.0009, 0.0019
O, -0.0033, -0.0014, -0.0023
O, 0.0024, -0.0013, 0.0029
O, -0.0042, -0.0056, 0.0002
O, -0.0046, -0.0048, -0.0066
O, -0.0053, -0.0021, -0.0023
O, -0.005, 0.0076, -0.0097
O, 0.0091, 0.0084, -0.0039
O, -0.001, -0.0013, 0.0024
O, 0.0095, -0.0107, -0.0003
O, 0.0014, -0.0057, -0.0041
O, 0.003, 0.0046, -0.0055
O, -0.0005, 0.0043, 0.0025
O, 0.0111, -0.0071, -0.009
O, 0.0057, 0.0024, 0.003
O, -0.0129, 0.0023, -0.0014
O, -0.0044, -0.0018, -0.0013
O, 0.0051, 0.0044, -0.0017
O, 0.0007, -0.0009, -0.0007
O, 0.0084, -0.0011, 0.0126

The program warned: the cutoff lies below the one the program advises for these potential files; the exchange-correlation potential is rough where the density is thin.
